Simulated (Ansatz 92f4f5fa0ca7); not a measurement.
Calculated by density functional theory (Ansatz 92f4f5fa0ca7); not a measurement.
Periodic cell of 258 atoms, Si166O92, from a study of silicon, its oxide and their interface. The atomic structure is a simulated model.
Doubt: the cutoff is far below the 930 eV that the study's wrapper takes by default for these files, so forces and energies are approximate.
This geometry differs little from another in the collection (a relaxation step or a small displacement).

Settings
functional: PBE
potential files: Ansatz PAW
basis: plane waves
wave-function cutoff: 580 eV
density cutoff ratio: 5
exchange-correlation grid ratio: 1
k mesh: 1 x 1 x 1, Gamma-centred
self-consistency stop: 5e-08 eV per atom in the density residual
occupations: fixed
spin: none
net charge: 0

Cell vectors (angstrom)
a, 10.938, 0, 0
b, 0, 10.938, 0
c, 0, 0, 37.7618

Atoms and the computed forces on them: element, x, y, z (angstrom), force x, y, z (eV/angstrom)
Si, 0, 0, 0.683, 0.063, 0.0167, 0.0633
Si, 5.469, 0, 0.683, 0.0452, -0.0405, -0.0565
Si, 2.7345, 2.7345, 0.683, -0.0247, -0.0012, -0.0769
Si, 8.2035, 2.7345, 0.683, -0.0149, 0.0328, 0.043
Si, 0, 5.469, 0.683, 0.0124, 0.041, -0.058
Si, 5.469, 5.469, 0.683, -0.0064, 0.0439, 0.051
Si, 2.7345, 8.2035, 0.683, 0.087, 0.022, 0.0567
Si, 8.2035, 8.2035, 0.683, 0.0203, 0.0635, -0.0767
Si, 1.3673, 1.3673, 2.0503, 0.1361, 0.238, -0.0615
Si, 6.8362, 1.3673, 2.0503, -0.0531, -0.3035, -0.0245
Si, 4.1018, 4.1018, 2.0503, -0.2094, -0.1453, 0.0266
Si, 9.5708, 4.1018, 2.0503, 0.1238, 0.073, -0.0102
Si, 1.3673, 6.8362, 2.0503, -0.2089, -0.2987, -0.1256
Si, 6.8362, 6.8362, 2.0503, 0.0895, 0.0593, -0.0372
Si, 4.1018, 9.5708, 2.0503, 0.173, 0.2086, -0.101
Si, 9.5708, 9.5708, 2.0503, -0.3289, -0.0992, -0.0339
Si, 2.7345, 0, 35.7103, 0.2734, 0.1712, -0.0238
Si, 8.2035, 0, 35.7103, -0.0794, -0.0697, -0.0057
Si, 0, 2.7345, 35.7103, -0.0028, 0.2729, -0.157
Si, 5.469, 2.7345, 35.7103, -0.157, -0.1062, 0.1457
Si, 2.7345, 5.469, 35.7103, -0.0827, 0.0444, 0.0058
Si, 8.2035, 5.469, 35.7103, 0.1351, 0.216, 0.0735
Si, 0, 8.2035, 35.7103, 0.0669, -0.1483, 0.1166
Si, 5.469, 8.2035, 35.7103, 0.2311, 0.0922, -0.1524
Si, 4.1018, 1.3673, 37.0776, 0.0318, -0.0275, 0.0589
Si, 9.5708, 1.3673, 37.0776, -0.0109, -0.0263, -0.0349
Si, 1.3673, 4.1018, 37.0776, -0.0216, 0.0202, 0.0203
Si, 6.8362, 4.1018, 37.0776, -0.0343, -0.0192, -0.0407
Si, 4.1018, 6.8362, 37.0776, -0.0053, -0.0388, -0.0373
Si, 9.5708, 6.8362, 37.0776, 0.0219, -0.0811, 0.047
Si, 1.3673, 9.5708, 37.0776, -0.0829, -0.0185, -0.0377
Si, 6.8362, 9.5708, 37.0776, -0.1041, 0.0169, 0.0276
Si, -1.1617, 1.4361, 18.363, -0.0022, -0.0085, 0.0028
Si, 2.1562, -3.3466, 28.8321, 0.0029, -0.0004, 0.0119
Si, 5.7955, -0.2484, 22.1809, -0.0007, -0.0045, -0.0165
Si, 6.8226, 4.1781, 31.5586, -0.0087, -0.0032, 0.0119
Si, -0.558, 2.3382, 23.5447, 0.007, -0.0003, 0.0047
Si, 6.4859, 5.7901, 16.1422, 0.0026, 0.0032, -0.0027
Si, 5.6565, 13.6344, 25.0074, -0.006, -0.007, -0.001
Si, 6.8988, 6.8489, 28.7081, 0.0064, 0.0585, 0.0031
Si, 0.4375, -0.6506, 20.2929, 0.0028, -0.0127, 0.0051
Si, 9.4263, -0.3644, 26.5856, -0.0233, -0.0332, -0.0052
Si, 9.0003, 3.3695, 29.0578, -0.0065, 0.0047, 0.0082
Si, 14.7548, 9.2848, 29.3057, 0.0062, 0.0027, -0.0129
Si, 1.0194, 2.9214, 16.558, 0.0004, -0.018, -0.0032
Si, 10.4102, 3.7479, 26.419, -0.0004, -0.0055, -0.0092
Si, 2.7784, 5.6725, 30.1968, -0.0058, 0.0053, 0.008
Si, 10.1798, 10.3719, 28.8494, 0.0154, 0.0045, 0.0145
Si, 5.406, 2.7831, 30.2204, -0.001, 0.0057, 0.0084
Si, 6.9438, -1.3425, 31.5552, 0.0095, -0.001, -0.0065
Si, -0.0776, 2.7204, 30.4067, 0.0041, -0.0142, 0.0178
Si, 3.793, 3.9881, 28.9151, 0.0061, -0.0042, -0.0083
Si, 1.3548, 4.2476, 31.5362, -0.0031, -0.0053, -0.0035
Si, 4.6488, 9.9552, 27.2518, 0.0088, -0.0096, 0.0218
Si, 0.1749, 8.4299, 29.9664, -0.0103, 0.005, 0.0021
Si, 1.031, 7.0589, 13.1092, -0.0027, 0.0208, 0.0019
Si, 4.1388, 1.4213, 31.6562, -0.0045, -0.0047, 0.0064
Si, 9.5946, 1.388, 31.8414, -0.0004, 0.0185, 0.0041
Si, 4.7801, 5.0349, 27.068, -0.0168, -0.0013, -0.0076
Si, 7.3086, 2.5176, 22.5586, -0.0076, -0.0123, 0.0034
Si, 4.2108, 6.8242, 31.6746, 0.0085, 0.005, 0.0066
Si, 9.6733, 6.9011, 31.3349, -0.0089, -0.0024, 0.0024
Si, 1.3537, 9.5909, 31.6916, 0.013, 0.0126, -0.0042
Si, 11.3115, 10.7467, 24.8097, -0.0188, -0.0061, 0.0017
Si, 0.0224, -0.0124, 33.1018, -0.0011, -0.0031, 0.0013
Si, 5.5232, 0.0006, 32.9565, 0.0004, 0.0035, 0.0015
Si, 2.7279, 2.8268, 32.937, 0.0054, -0.0025, -0.0008
Si, 8.157, 2.8032, 33.0026, 0.0033, -0.0113, -0.0052
Si, -0.0147, 5.5644, 32.9077, 0.006, -0.0045, 0.0028
Si, 5.5192, 5.4658, 33.0387, -0.0064, 0.0074, -0.0058
Si, 2.7747, 8.2025, 32.9741, -0.0004, -0.012, 0.0019
Si, 8.2937, 8.1874, 32.8734, -0.0085, 0.0078, -0.0046
Si, 1.406, 1.4103, 34.3523, -0.0016, -0.0043, 0.0027
Si, 6.8389, 1.3866, 34.3529, -0.0009, 0.0055, 0.0033
Si, 4.1132, 4.1139, 34.3589, -0.0009, -0.0011, 0.0041
Si, 9.5777, 4.154, 34.3209, -0.0049, -0.0016, 0.0034
Si, 1.3827, 6.8531, 34.3322, 0.0003, 0.0071, 0.0041
Si, 6.8943, 6.8683, 34.3271, 0.0004, -0.0082, 0.0025
Si, 4.1237, 9.5841, 34.3334, -0.0032, -0.0014, 0.0017
Si, 9.5653, 9.5441, 34.363, 0.0028, 0.0029, 0.0049
Si, 2.7644, 0.036, 3.4016, -0.004, -0.0063, 0.0022
Si, 8.1907, -0.0133, 3.4452, 0.0015, 0.004, -0.0033
Si, -0.0039, 2.7293, 3.4215, -0.0009, -0.0002, -0.0007
Si, 5.4416, 2.6918, 3.401, 0.002, 0.0056, 0.0013
Si, 2.6722, 5.4154, 3.4206, 0.006, 0.0061, -0.0013
Si, 8.2084, 5.4702, 3.4165, -0.0011, -0.0053, -0.0021
Si, -0.0368, 8.1687, 3.3882, 0.0014, -0.0018, 0.0006
Si, 5.4809, 8.22, 3.4034, -0.0026, 0.0002, 0.0007
Si, 4.1011, 1.3742, 4.8698, -0.0013, -0.0026, -0.0005
Si, 9.5943, 1.3526, 4.7799, -0.0072, 0.0002, 0.0035
Si, 1.317, 4.0481, 4.8892, -0.0021, 0.0013, 0.0008
Si, 6.8484, 4.0316, 4.6968, 0.0006, 0.0014, 0.0121
Si, 4.0487, 6.8483, 4.6541, -0.0022, -0.0147, 0.0118
Si, 9.5672, 6.816, 4.8375, -0.0027, 0.0031, -0.005
Si, 1.3244, 9.6034, 4.6277, 0.0087, 0.0062, 0.0152
Si, 6.8197, 9.5619, 4.8602, 0.0017, -0.003, -0.0047
Si, 0.0511, -0.039, 6.0891, 0.0194, -0.0057, -0.004
Si, 10.5069, 2.1752, 8.8193, 0.0057, -0.006, -0.0142
Si, 5.8448, 3.1887, 8.5894, -0.0049, 0.017, -0.0195
Si, 9.9141, 7.9246, 10.8141, -0.0125, -0.0273, 0.0314
Si, -3.4584, 4.931, 8.7077, 0.0062, 0.0144, 0.0407
Si, 5.4039, 5.4139, 5.8872, 0.0013, 0.0177, -0.0023
Si, 3.9141, 9.5278, 7.4337, -0.0002, -0.0144, 0.0078
Si, 8.6319, 5.6419, 17.9508, -0.0003, 0.0026, 0.0034
Si, 4.3619, 2.2806, 11.2962, -0.01, -0.0064, 0.0073
Si, 7.1937, 6.1691, 10.7315, -0.0116, -0.0509, -0.0546
Si, 2.6809, 2.6633, 6.2999, 0.0118, 0.0099, 0.0058
Si, 12.2801, 6.9567, 7.3922, 0.0061, 0.0116, 0.0042
Si, -4.0091, 12.2892, 7.5817, 0.0056, -0.0118, -0.0109
Si, 9.6755, 9.6186, 7.5494, -0.0153, -0.0091, -0.0211
Si, 5.4548, 10.9306, 6.2731, -0.001, 0.0066, 0.0055
Si, 8.2318, 8.2044, 6.2284, 0.004, 0.0016, 0.017
Si, 2.5863, 3.1431, 19.2193, 0.002, -0.0026, 0.0169
Si, 3.213, -1.0975, 14.2558, 0.0026, -0.0097, -0.0026
Si, 1.3039, 3.1736, 11.2576, 0.0053, 0.0016, 0.0016
Si, 10.8653, 5.426, 6.2817, -0.0036, -0.0127, 0.0016
Si, 2.6485, 8.2446, 5.9339, -0.0067, 0.0032, -0.0032
Si, 8.2123, 2.706, 6.1177, -0.0006, 0.0032, 0.0052
Si, 0.4025, 8.5239, 8.8898, 0.0079, -0.0025, -0.0242
Si, 9.4625, 4.0205, 7.665, -0.0043, 0.0054, -0.0043
Si, 1.3713, 1.1493, 7.6777, -0.0125, 0.0002, 0.0005
Si, 13.9491, -3.408, 26.5034, -0.002, -0.0033, -0.0025
Si, 1.5143, 5.1812, 15.4108, -0.0147, 0.0152, 0.0095
Si, 5.089, 3.4377, 17.7168, -0.0027, -0.0058, 0.0018
Si, 1.7036, 7.8417, 24.5541, 0.0076, -0.0071, 0.0089
Si, 14.1067, 6.1197, 8.5559, 0.0023, -0.0116, 0.0437
Si, 2.2945, 10.235, 9.0885, 0.006, 0.0019, -0.0044
Si, 8.7777, 11.3913, 8.881, -0.0069, -0.0136, 0.0226
O, -3.7794, -13.6495, 25.2421, -0.008, -0.0113, -0.0001
O, -17.7075, -10.8497, 14.8923, -0.0005, 0.0011, 0.0046
O, 4.5592, 16.6007, 13.6754, -0.0028, 0.0022, 0.0086
O, -0.5912, 9.6624, 21.3924, 0.0033, -0.0015, -0.0023
O, 19.0664, 26.7495, 19.2963, -0.0001, -0.0083, 0.0019
O, -15.5843, 22.1888, 16.5077, 0.004, 0.0049, 0.0026
O, 35.961, 12.8809, 20.1531, -0.0052, 0.0075, -0.0049
O, 12.9843, 16.1427, 22.2505, -0.0028, 0.0008, 0.0028
O, -11.7981, 1.1394, 13.3703, 0.0013, -0.0002, 0.0043
O, -15.4969, 24.7946, 18.5926, -0.0008, 0, 0.0026
O, 21.6052, 11.6574, 23.5851, 0.0001, 0.0019, 0.004
O, 13.5617, 7.1927, 20.6761, -0.0048, -0.0007, 0.0049
O, 7.0365, -1.607, 10.261, 0.0025, 0.0079, 0.0004
O, -1.2751, 7.6735, 25.8364, 0.0091, -0.0139, -0.0055
O, -4.0759, 0.9642, 22.4083, 0.0044, 0.0154, 0.004
O, -22.1564, 13.7652, 25.0924, 0.0023, -0.0045, -0.0003
O, 1.7125, -10.9642, 21.1037, -0.0024, -0.001, 0.0025
O, 11.8202, 24.8691, 12.8104, -0.0078, -0.0039, 0.0118
O, 7.4886, 49.7362, 21.7626, 0.0068, -0.0043, 0.0075
O, 46.374, -8.3176, 26.3395, 0.0182, -0.0008, -0.025
O, -2.1864, 6.7387, 10.7494, 0.0335, 0.0168, 0.012
O, -9.4145, 6.8651, 18.2421, -0.0065, -0.0077, -0.0029
O, -22.463, 5.3357, 21.3605, 0.0067, -0.0074, 0.0008
O, 47.682, 14.9121, 18.7657, 0.0036, -0.0028, -0.0007
Si, 7.2721, 0.7573, 26.967, 0.0049, -0.0042, 0.0216
Si, 14.0884, -9.6695, 25.6343, 0.0063, 0.0035, 0.0174
Si, 10.8524, 13.3589, 13.9645, -0.0011, -0.0011, -0.0203
Si, 0.7974, 15.3505, 21.5337, -0.003, 0.0012, 0.0017
Si, 17.7674, 8.4976, 23.6707, 0.0007, -0.0259, -0.0032
Si, -17.7973, 15.1428, 7.4244, -0.0145, -0.0071, -0.0012
Si, 1.0379, 12.0394, 29.1067, 0.0009, 0.0193, -0.0094
Si, -8.9751, -18.9837, 27.8158, -0.0117, -0.0375, 0.0377
Si, 19.1809, 5.4272, 30.0525, 0.0194, -0.0126, 0.0147
Si, 2.182, 7.9045, 19.295, -0.0004, 0.002, 0.0041
Si, 13.5955, -5.055, 10.8309, 0.0017, 0.0204, -0.0593
Si, -2.4369, 3.8413, 15.4908, 0.0008, 0.0041, -0.0004
Si, 10.0776, 6.3956, 24.952, -0.0123, -0.0019, 0.0131
Si, 16.5308, -2.7967, 30.2855, -0.0062, -0.0044, 0.0196
Si, 11.5132, 19.7076, 14.8228, 0.0024, -0.0178, -0.0213
Si, 2.7055, -10.8745, 30.4231, -0.0098, -0.0131, 0.0222
Si, -5.9869, 7.6825, 8.3481, -0.0229, -0.0111, -0.0443
Si, 8.3703, 0.1106, 30.3182, -0.0095, -0.0153, 0.0061
Si, -1.6844, -0.2282, 13.6645, -0.0027, -0.0108, -0.0148
Si, 6.4598, -23.5096, 20.4118, -0.0089, -0.0043, 0.0117
Si, -6.7852, 6.7759, 14.7958, 0.0022, 0.0033, -0.0166
Si, 0.1939, -3.9039, 17.3101, 0.0028, 0.0036, 0.011
Si, 3.2355, -10.5515, 20.6315, 0.0104, -0.0124, 0.0044
Si, 7.2354, 1.7755, 29.1193, 0.004, -0.006, -0.0026
Si, -12.8219, 30.5476, 21.5075, -0.0065, -0.0051, 0.0051
Si, 5.8498, -2.751, 10.3902, 0.0117, 0.0145, 0.0436
Si, 17.7, 6.6776, 7.2735, -0.0067, 0.0008, -0.0174
Si, -2.4341, 9.8998, 10.7516, 0.0019, 0.0293, -0.0254
Si, -4.8365, -4.0752, 22.0907, 0.0031, 0.0177, 0.0116
Si, 20.0691, 6.3209, 21.9632, -0.0089, 0.0105, 0.0034
Si, 7.7783, -21.0451, 16.1517, -0.0036, -0.0131, -0.0041
Si, -7.2815, 10.2488, 11.2589, 0.0078, 0.0035, 0.0035
Si, -3.3203, 25.2138, 19.5837, -0.0024, 0.0035, 0.0072
Si, 13.9661, -15.3658, 22.1012, 0.0129, -0.0041, -0.0012
Si, -6.2129, -10.2597, 16.3312, -0.0092, -0.0104, -0.0019
Si, -6.7924, -22.7657, 18.8441, 0.0069, -0.0034, 0.0114
Si, 5.1124, 4.8256, 12.4083, 0.0108, 0.0051, -0.0024
Si, 30.2247, -2.4476, 26.3648, 0.0059, 0.0432, 0.0068
O, 29.01, 3.2567, 21.1256, 0.003, -0.0062, -0.0051
O, 18.3684, -4.4392, 17.2642, -0.0011, -0.0001, 0.0052
O, -2.1374, 0.5489, 17.3931, 0.0004, 0.0048, 0.0042
O, -13.0212, -19.581, 19.3997, -0.0013, -0.0002, 0.0009
O, 20.7642, -26.1004, 18.2488, 0.0002, -0.0042, -0.0008
O, 27.3749, 4.7096, 16.8258, -0.0015, -0.0046, 0.0025
O, 2.7561, 13.4017, 10.9939, 0.0056, -0.0011, 0.005
O, -6.2869, -2.0104, 11.2788, -0.0095, 0.0143, 0.0063
O, -6.3094, 27.9676, 22.2263, -0.01, -0.0036, 0.0083
O, -50.4507, -2.2856, 26.3227, -0.0055, -0.0033, -0.0133
O, -4.6891, 10.3586, 27.0983, 0.0045, 0.0049, -0.0006
O, -30.948, 22.3526, 25.0448, -0.0104, -0.0109, 0.0012
O, 18.3426, 4.9832, 15.0068, -0.0031, -0.0042, 0.0011
O, -28.2151, -8.6481, 16.6363, 0.002, 0.0039, 0.01
O, -14.0318, 7.8691, 27.8082, 0.0082, -0.0085, -0.0171
O, 37.1329, -9.1334, 24.6166, 0.006, 0.0044, 0.0039
O, 0.7909, 14.9295, 27.3678, -0.007, 0.0148, -0.0034
O, -7.1391, 19.235, 14.315, 0.0019, 0.0013, 0.0052
O, 36.6344, 22.2198, 26.7852, -0.0031, 0.009, -0.0119
O, 23.3302, 4.7568, 10.911, -0.0053, -0.0099, 0.0099
O, 46.4491, 18.5632, 23.2587, -0.0023, -0.0018, 0.0028
O, 2.8366, 10.1649, 12.689, 0.0039, 0.0026, 0.0077
O, -1.1335, 37.9623, 25.9275, 0.002, 0.0039, 0.0047
O, -1.9081, 4.449, 16.91, -0.0011, -0.0035, 0
O, 13.0176, -8.3419, 17.7577, -0.0061, 0.0048, -0.0078
O, 6.3256, -18.6199, 23.6308, 0.0038, 0.0019, -0.0023
O, -27.0429, 9.7685, 23.5563, -0.0053, 0.0061, 0.0059
O, 10.6603, -14.4513, 12.1948, -0.0003, 0.0076, -0.0061
O, -12.1169, -7.3736, 14.4698, 0.0003, -0.0016, 0.0089
O, -24.6118, -21.9261, 14.8681, -0.0034, 0.003, 0.0073
O, 17.6824, 1.718, 25.7402, -0.0042, 0.0051, -0.0009
O, 18.682, 46.1723, 15.7489, -0.0013, -0.002, 0.0067
O, 0.8965, -30.8435, 15.2136, 0.0034, 0.0073, 0.0174
O, 34.2108, -28.88, 20.0523, 0.0009, -0.0027, -0.001
O, 13.1941, -3.9082, 11.9634, -0.0013, 0.0014, 0.0135
O, 1.8034, -1.1063, 15.0732, 0.0007, 0.0026, 0.0041
O, -13.64, 30.8961, 22.9135, 0.0029, -0.0029, -0.0018
O, 25.3889, 19.4942, 18.6415, -0.0043, -0.0021, 0.0035
O, 36.9647, 16.2259, 11.1721, 0.0044, -0.0095, 0.006
O, 11.7117, 9.2028, 24.3766, -0.0005, 0.0065, 0.0033
O, -4.9134, -4.9928, 27.6407, 0.0047, -0.0116, -0.0061
O, -2.0904, 35.4249, 23.0833, 0.0008, -0.0014, 0.0023
O, 21.993, -19.3479, 10.3575, 0.0001, 0.0025, 0.0078
O, 31.0891, 17.1386, 23.6007, 0.0027, 0.0028, -0.0009
O, 61.3521, -27.5958, 12.0104, -0.0032, -0.0017, 0.0116
O, -46.605, 9.1022, 20.2316, 0.0073, -0.0061, 0.0119
O, 16.7676, 18.7604, 20.7675, -0.0036, 0.0043, -0.0008
O, 1.1072, 38.3746, 13.8338, -0.0001, -0.0181, 0.0141
O, -0.3399, -8.4693, 17.4025, 0.0019, 0.0006, -0.0015
O, -21.1723, 28.4137, 24.5488, 0.0021, -0.0027, -0.0019
O, 30.2733, 10.4044, 12.3174, 0, -0.0021, 0.0225
O, -10.5152, 24.9989, 22.4839, -0.0029, -0.0013, 0.0012
O, -6.0825, 14.1374, 12.5902, -0.001, 0.001, 0.0032
O, 11.9426, 19.97, 19.4249, 0.0005, 0, 0.0061
O, -7.0852, -21.9562, 17.4696, 0.0009, 0.0049, -0.0013
O, 27.1936, 2.78, 10.0976, -0.0029, -0.0067, 0.0025
O, 5.5481, -14.8837, 15.6069, 0.0015, -0.0037, 0.0058
O, -1.6496, 3.1168, 27.4134, -0.0027, 0.006, -0.0016
O, -7.2332, 16.9733, 26.3153, 0.0003, -0.0054, 0.005
O, -11.6054, -1.4201, 14.0729, -0.0062, 0.0073, 0.0001
O, 16.7116, -22.9543, 19.0341, -0.0033, -0.0002, 0.0026
O, 26.4682, 11.607, 11.4195, -0.0043, -0.0077, -0.0009
O, -28.5535, 54.9887, 21.9109, -0.0088, -0.0021, -0.0051
O, 0.0979, 8.3711, 16.3696, -0.0006, -0.0051, 0.0071
O, 0.2793, -16.0509, 16.2507, 0.0149, -0.0138, -0.0094
O, -11.1603, 0.451, 19.2779, -0.0057, 0.0085, -0.0066
O, -5.5949, -28.829, 25.9467, 0.002, -0.0083, 0.0056
O, -18.9559, 17.0045, 15.641, -0.0085, -0.0079, 0.0057

Results
free energy: -157842.167 eV
free energy less fixed offsets of O -568.88, Si -635.61 eV per atom: 6.053 eV

The program warned: the cutoff lies below the one the program advises for these potential files; the exchange-correlation potential is rough where the density is thin.
